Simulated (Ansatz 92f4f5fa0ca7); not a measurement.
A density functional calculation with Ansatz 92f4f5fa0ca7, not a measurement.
Periodic cell of 159 atoms, Si96O61N2, from a study of silicon, its oxide and their interface. The atomic structure is a simulated model.

Settings: functional r2SCAN; potential files Ansatz norm-conserving; basis plane waves; wave-function cutoff 1300 eV; density cutoff ratio 4; exchange-correlation grid ratio 1; k mesh 2 x 2 x 1, shifted by 0.5 0.5 0.5 of a step; self-consistency stop 5e-08 eV per atom in the density residual; occupations Fermi-Dirac, 0.05 eV; spin none; net charge 0.

Cell vectors (angstrom)
a, 10.88, 0, 0
b, 0, 10.88, 0
c, 0, 0, 22.913

Atoms: element, x, y, z (angstrom)
Si, 0.7889, -0.6162, -0.2945
Si, 2.7097, 2.5557, -0.315
Si, -0.1673, 5.7125, 0.2027
Si, 3.0021, 8.1172, 0.1429
Si, 5.0174, 0.3961, 0.0592
Si, 8.2466, 2.7966, 0.3057
Si, 5.1217, 5.649, -0.4645
Si, 8.5389, 7.8047, -0.0541
Si, 1.2574, 1.2082, 1.1121
Si, 3.8947, 4.1089, 1.1332
Si, 1.4341, 6.8733, 1.5986
Si, 4.1917, 9.6738, 1.4597
Si, 6.7042, 1.5632, 1.5858
Si, 9.6172, 4.1748, 1.633
Si, 6.7407, 6.9461, 1.0402
Si, 9.9363, 9.5164, 1.1488
Si, -0.1208, 2.4181, 2.5626
Si, 2.7541, 0.0588, 2.8313
Si, -0.0505, 8.1385, 2.9259
Si, 2.588, 5.26, 2.9311
Si, 5.2779, 3.0596, 2.6954
Si, 8.2062, -0.2434, 2.6542
Si, 5.3727, 8.111, 2.5212
Si, 8.0133, 5.4175, 2.7325
Si, 1.0587, 3.7343, 4.0676
Si, 4.1127, 1.4732, 4.0246
Si, 1.3742, 9.6239, 4.2284
Si, 4.0364, 6.7268, 4.0827
Si, 6.5325, 4.1932, 4.2504
Si, 9.5132, 1.2019, 4.0034
Si, 6.8241, 9.3844, 4.073
Si, 9.348, 6.631, 4.2671
Si, -0.1617, -0.1321, 5.3781
Si, 2.6954, 2.6925, 5.5386
Si, -0.0168, 5.4092, 5.433
Si, 2.7335, 8.1703, 5.3512
Si, 5.5002, 0.1153, 5.4188
Si, 8.0693, 2.654, 5.3168
Si, 5.2655, 5.5107, 5.4781
Si, 8.0144, 8.0844, 5.6773
Si, 1.3501, 1.2906, 6.8371
Si, 4.1755, 4.0613, 6.701
Si, 1.4675, 6.681, 6.6245
Si, 4.0351, 9.5173, 6.7576
Si, 6.7144, 1.3492, 6.8752
Si, 9.4709, 4.127, 6.8181
Si, 6.5192, 6.9533, 6.8225
Si, 9.448, 9.3738, 6.8829
Si, 0.016, 2.7297, 8.095
Si, 2.6727, -0.1435, 8.1099
Si, -0.068, 8.0136, 8.1043
Si, 2.6471, 5.362, 7.9494
Si, 5.3516, 2.7618, 8.2071
Si, 8.2071, 0.0149, 8.1658
Si, 5.2276, 8.3577, 8.2203
Si, 7.9843, 5.4544, 8.1976
Si, 1.3038, 4.202, 9.3422
Si, 4.0331, 1.4071, 9.5909
Si, 1.2643, 9.346, 9.56
Si, 3.9503, 6.6493, 9.4565
Si, 6.7623, 4.0826, 9.6091
Si, 9.5283, 1.4914, 9.5778
Si, 6.7583, 9.6472, 9.3867
Si, 9.4299, 6.6976, 9.5973
Si, -0.3725, -0.0701, 10.7594
Si, 2.7379, 3.0081, 10.8398
Si, 0.4969, 5.6363, 10.8398
Si, 2.6134, 7.765, 10.9086
Si, 5.9581, 0.4539, 10.7241
Si, 8.1424, 2.7769, 11.0992
Si, 5.1375, 5.0504, 10.9982
Si, 8.1474, 8.4582, 10.7472
Si, -0.7643, 3.1479, 16.1424
Si, -1.0776, 4.4979, 13.1932
Si, 4.0675, 8.2398, 15.0988
Si, 1.9455, 12.4478, 15.8395
Si, 1.0296, 15.0433, 20.6297
Si, 6.6782, -3.7394, 16.1144
Si, 5.4491, 5.9529, 13.9373
Si, 4.7747, 1.944, 16.8491
Si, -2.031, -1.6095, 15.4651
Si, -3.6783, 0.9387, 21.1182
Si, -6.9881, 9.8599, 12.6086
Si, -5.7834, 8.5294, 18.0557
Si, -1.4226, 4.564, 18.8893
Si, -1.3216, 10.0841, 17.8981
Si, 2.8755, 6.933, 17.3193
Si, 8.2711, 7.2749, 13.4794
Si, 3.2044, 0.1863, 18.234
Si, 6.8481, -6.8546, 20.804
Si, -3.1714, 9.1903, 19.9347
Si, 11.6267, 6.6543, 19.1179
Si, 12.445, 1.035, 12.8371
Si, 5.0232, 4.8728, 16.5572
Si, -3.0589, 11.8147, 16.22
Si, 11.788, -0.9767, 19.6664
O, -2.4425, 1.5326, 22.1852
O, 0.1487, -0.4771, 21.1171
O, 2.2248, 3.1262, 21.1085
O, 3.673, 1.2178, -0.6035
O, -3.1001, -2.4929, 21.3247
O, -0.8417, 6.0562, 19.1051
O, 4.1, 7.0477, -0.7223
O, 11.0881, 4.4118, 22.0905
O, 6.3771, -5.0893, 16.9778
O, 6.0572, -0.0542, 21.7182
O, 7.8739, -0.3664, 15.128
O, 7.5687, 3.9049, 22.3026
O, 5.6858, 5.1103, 20.9604
O, 8.0167, 4.5884, 19.6793
O, -4.6391, 1.331, 16.5134
O, 13.505, 7.9933, 16.0558
O, -1.5255, -1.2121, 11.1869
O, 0.1634, 0.552, 12.2034
O, 2.1236, 2.5423, 12.3138
O, 3.4855, 2.2163, 15.7715
O, 0.0822, 4.5689, 12.1371
O, 1.4536, 6.736, 11.5859
O, 3.6128, 8.4863, 11.8742
O, 3.9661, 7.3617, 18.4228
O, -1.9155, 2.0015, 15.9188
O, 7.0484, 1.5618, 11.4465
O, 8.7598, 3.3769, 12.5261
O, 3.5811, 5.556, 16.711
O, 3.8504, 4.0678, 11.3707
O, 5.6821, 5.4243, 12.4965
O, 7.5118, 8.0025, 12.2033
O, 4.3254, 7.0751, 14.0435
O, -2.8772, -2.8669, 16.2614
O, -8.2802, -0.0811, 12.4537
O, -1.789, 5.9472, 13.263
O, 1.4061, 1.0254, 14.4371
O, -0.8206, 9.6682, 16.4757
O, 0.9386, 8.2519, 19.6892
O, 2.398, 21.4972, 19.5612
O, 5.2081, 14.3305, 17.2925
O, 0.0479, -0.1979, 18.4919
O, 10.622, 14.4907, 19.6899
O, 5.0703, 4.7369, 14.944
O, 10.0563, 4.0349, 14.7435
O, 0.6848, 13.4365, 16.2603
N, 6.8521, 6.7939, 14.4846
O, -1.3506, 14.8684, 17.3445
N, 5.3765, 8.1756, 16.3422
O, -2.9329, 10.8294, 20.0562
O, -4.5967, -2.33, 19.1007
O, 1.9485, -1.6928, 22.2472
O, -1.8638, -2.0556, 18.9093
O, -5.6247, 10.4919, 12.0311
O, -1.5709, 8.4063, 14.1402
O, -2.5941, 0.2005, 17.6671
O, -6.8426, -1.2841, 14.1714
O, -1.0095, -4.0127, 22.34
O, 12.2634, 6.415, 17.6651
O, 2.1862, 0.4051, 16.958
O, 4.1586, 12.4011, 18.315
O, 1.5863, 16.4478, 20.0745
O, 6.6014, 2.4211, 20.5835
O, 4.1979, 9.8405, 17.9786

Results
free energy: -40192.552 eV
free energy less fixed offsets of N -289.75, O -463.61, Si -117.95 eV per atom: -9.642 eV
pressure: -2.45 GPa
stress xx, yy, zz, yz, xz, xy (GPa, positive in tension): 3.03, 2.16, 2.15, -0.34, 0.66, 0.94

Forces (eV/angstrom), in the order of the atoms: element, x, y, z
Si, -1.333, -0.0652, -0.3083
Si, 0.0212, -0.875, 0.7656
Si, 1.1023, -1.7879, 0.1276
Si, 0.1357, -0.7006, 0.0134
Si, 0.7667, 1.6524, -0.3983
Si, -0.471, -0.9239, 0.6944
Si, -0.7897, 2.4204, 1.3025
Si, 1.2571, 2.3312, -2.6894
Si, 1.4849, 0.4904, -0.2094
Si, -0.1094, 0.7396, -0.6307
Si, 0.3165, -0.7289, -0.7855
Si, -1.0872, -0.4505, -0.6502
Si, -0.3403, -0.5761, -0.068
Si, -0.5678, -0.2231, -0.7392
Si, -0.1379, -2.5182, 0.3863
Si, -2.1311, -1.3706, 0.6404
Si, 0.5229, 0.5217, 0.1352
Si, -0.8787, 0.0609, -1.1696
Si, 0.0785, 0.3227, -0.2695
Si, -0.3497, -0.0757, -1.4945
Si, 0.124, -1.4859, 0.0888
Si, 0.025, 1.1712, -0.9126
Si, 1.2707, -0.1822, 1.9242
Si, -1.0129, 0.4139, 0.4013
Si, 1.8241, 0.896, 0.6898
Si, -0.3258, 0.6143, 0.7123
Si, 0.003, -1.0519, -1.6876
Si, -0.5268, 0.7106, -1.7528
Si, 2.1957, -0.5527, -1.6445
Si, -1.8061, 0.1055, -0.0224
Si, -0.4415, -0.1234, 0.0613
Si, -0.1413, 1.6369, -0.9479
Si, 0.5607, 0.8233, 2.2184
Si, -0.2759, -0.5074, -1.168
Si, -0.2336, -1.2952, -0.3283
Si, 0.201, -0.0748, 0.6083
Si, -0.7477, -1.4177, -0.8219
Si, 0.1231, 0.513, 0.9884
Si, 1.1693, 1.3082, 0.7047
Si, 0.763, 0.286, -2.2311
Si, -0.5246, -0.3407, -0.4244
Si, -1.832, -0.5857, 1.285
Si, -1.3852, 1.6607, 0.1494
Si, 0.0183, 0.9364, -1.4552
Si, 1.2811, 0.6499, -0.1102
Si, -0.7743, -0.6459, -0.3384
Si, -0.0181, -1.3849, 1.8452
Si, 0.3678, 1.1751, -0.4376
Si, -0.8519, -0.0144, 0.4181
Si, -0.3799, 0.6037, 1.7264
Si, 0.8596, -0.6843, 0.5039
Si, 1.9539, -0.3397, 0.6395
Si, 0.5474, -0.2902, 0.1287
Si, 0.2358, 0.8075, -0.4146
Si, 0.4703, -1.8036, 0.8484
Si, 0.1395, 0.3844, -0.3701
Si, 0.7326, -1.4597, 0.1502
Si, -0.2265, -0.4108, -0.3311
Si, 0.3304, 0.6082, 0.2839
Si, 0.9979, -0.0312, 0.0679
Si, 0.1125, -0.2219, 0.6378
Si, -0.7233, 1.3134, -1.0192
Si, -0.1327, -0.1289, 0.3353
Si, 0.5222, 0.6321, 0.5285
Si, 0.4818, -2.939, 1.3691
Si, 0.2658, -0.2229, 0.4283
Si, -2.2117, -0.1993, 2.0516
Si, -2.7389, -0.4351, -2.0801
Si, -0.9231, 0.5004, 2.5128
Si, -0.3253, -0.7031, 0.0347
Si, -1.0495, 0.1349, -0.3717
Si, 2.6099, 1.0284, 1.0595
Si, -1.7733, 0.3941, -2.6511
Si, -2.169, -1.0163, 1.4398
Si, -0.3861, 0.8497, 2.5846
Si, 0.2809, 0.2905, 0.8601
Si, -2.6185, -0.8164, 1.6569
Si, 1.2689, 0.617, -0.9253
Si, 1.4836, 0.1424, 1.5838
Si, -0.0878, 2.9369, 0.6674
Si, -1.0209, -3.6194, -0.4287
Si, 1.9474, 2.1743, 0.5722
Si, 0.768, 1.387, 0.2782
Si, -1.6051, -0.711, -1.5373
Si, 0.9653, -1.1306, 1.2588
Si, -1.4349, -0.276, 3.057
Si, 0.9412, -1.5544, -2.7717
Si, -2.2445, 0.9349, 1.883
Si, -0.1892, -0.2828, -0.0863
Si, 4.0385, -1.1573, -0.3271
Si, 0.4436, -1.6201, -1.961
Si, -1.7669, 0.1282, 1.5628
Si, -0.2589, 1.7048, -0.0693
Si, 0.9747, -0.0658, 0.153
Si, -0.5762, -2.2945, 1.3175
Si, -0.7682, 1.1843, 1.7153
O, -0.7142, -1.6633, -1.6569
O, 0.9459, -0.0478, -1.3528
O, -0.4553, 0.3035, -0.0998
O, 1.5551, -0.1543, 0.3883
O, 1.0337, -0.5122, 1.6016
O, 1.9809, 1.5299, -0.5343
O, -0.966, 0.033, 0.8234
O, 0.9427, 1.5514, -0.3383
O, -0.8637, -0.3872, 0.1717
O, -0.8747, 0.776, 0.6171
O, 0.2059, 1.6892, 0.8331
O, -1.3075, 2.5163, -1.6989
O, -0.9516, 0.1178, 0.7286
O, -0.9515, -1.1827, 0.424
O, 0.4258, -0.6188, -1.2422
O, 2.5976, 0.0493, -0.6815
O, -0.842, -0.67, -0.7535
O, -0.082, 0.2919, -0.5982
O, -0.9148, -2.1378, -0.3466
O, 0.4605, -1.0323, 0.5297
O, 1.6063, 1.3975, -1.8055
O, 0.8327, 0.531, -0.5308
O, 0.3758, -0.1923, 0.6013
O, -0.3084, 0.7259, 0.9519
O, -0.3862, -0.0742, -0.4211
O, -1.0472, -1.0237, -0.6312
O, -0.5181, -0.0872, -0.9878
O, -0.4856, 0.6706, 1.0085
O, 1.0182, 0.6667, -0.4395
O, 0.0895, -0.5286, -2.928
O, 1.0029, -0.6821, -0.5905
O, -1.5273, -0.0959, -0.1947
O, 1.9626, 2.0338, 1.2318
O, 1.3158, -0.7226, -0.9854
O, 0.6474, -0.534, -0.8479
O, 0.3132, 0.1015, -0.2197
O, -0.1284, -1.2135, -2.9221
O, -0.2095, -1.4132, -1.3753
O, -1.1382, -0.2808, 0.0209
O, -0.0497, 1.2924, -0.6517
O, 0.278, -0.8708, 1.6639
O, 0.9289, 0.6859, 0.022
O, 0.7383, -0.1996, -0.7756
O, 0.4071, -0.0233, -0.443
O, 2.0987, -0.6722, 0.8096
N, 0.8283, -0.8306, -2.1038
O, -0.4046, 1.431, 2.1139
N, -1.6968, 0.9409, 0.221
O, -1.4206, -0.3676, 1.1857
O, 2.3702, 1.3715, 1.316
O, 1.4923, -1.3884, 0.6325
O, -0.8696, 1.9582, -0.0664
O, 0.2934, 0.8591, -0.732
O, -1.023, 0.1166, 0.0975
O, 0.137, 0.621, -1.4997
O, -0.031, -0.818, 2.0562
O, -1.8613, 0.1306, 0.2102
O, 0.0045, 1.0925, 0.6885
O, 0.1087, -0.0121, 0.26
O, -0.6799, -1.6613, -0.6751
O, -0.2515, 0.9193, -0.2785
O, -0.5093, -1.1782, -0.6506
O, 0.1867, 1.0353, -0.1661

The program warned: the forces do not sum to zero within the program's tolerance.
